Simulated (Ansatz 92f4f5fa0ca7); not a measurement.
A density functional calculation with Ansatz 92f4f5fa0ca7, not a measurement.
Periodic cell of 225 atoms, Si132O91As2, from a study of silicon, its oxide and their interface. The atomic structure is a simulated model.

Settings: functional PBE; potential files Ansatz PAW; basis plane waves; wave-function cutoff 700 eV; density cutoff ratio 5; exchange-correlation grid ratio 1; k mesh 2 x 2 x 1, shifted by 0.5 0.5 0.5 of a step; self-consistency stop 5e-08 eV per atom in the density residual; occupations fixed; spin none; net charge 0.

Cell vectors (angstrom)
a	10.938	0	0
b	0	10.938	0
c	0	0	31.9494

Atoms: element, x, y, z (angstrom)
Si	10.6335	0.0026	24.4273
Si	5.0831	0.1272	24.6704
Si	2.8317	2.2959	24.5412
Si	8.5768	2.4366	24.5744
Si	10.7154	5.59	24.3408
Si	5.1657	5.616	24.4577
Si	2.9962	7.9545	24.4164
Si	8.4262	7.8322	24.4274
Si	1.2998	1.1337	25.8468
Si	6.8211	1.3286	25.7481
Si	3.9947	4.0128	25.7411
Si	9.6941	4.0269	25.8565
Si	1.3452	6.7939	25.6765
Si	6.8118	6.7229	25.7586
Si	4.0084	9.4701	25.9618
Si	9.4898	9.4435	25.8109
Si	2.642	-0.1324	27.2943
Si	8.1432	-0.0669	27.1534
Si	0.0819	2.6583	27.2126
Si	5.458	2.7207	27.1209
Si	2.6719	5.4158	27.1164
Si	8.1966	5.3684	27.1417
Si	0.0155	8.1499	27.1368
Si	5.5171	8.1431	27.1843
Si	4.0886	1.3296	28.5043
Si	9.5456	1.3264	28.5066
Si	1.3902	4.0661	28.5692
Si	6.8138	4.0605	28.5332
Si	4.0886	6.779	28.4906
Si	9.5596	6.7828	28.4893
Si	1.297	9.4799	28.6276
Si	6.8286	9.5333	28.5694
Si	-0.028	-0.0051	29.9165
Si	5.4647	-0.0061	29.8987
Si	2.7663	2.7138	29.907
Si	8.2017	2.7166	29.8904
Si	-0.0008	5.4543	29.8928
Si	5.4647	5.4546	29.8914
Si	2.7551	8.1592	29.9075
Si	8.2277	8.1768	29.8932
Si	1.3673	1.3673	31.2657
Si	6.8362	1.3673	31.2657
Si	4.1018	4.1018	31.2657
Si	9.5708	4.1018	31.2657
Si	1.3673	6.8362	31.2657
Si	6.8362	6.8362	31.2657
Si	4.1018	9.5708	31.2657
Si	9.5708	9.5708	31.2657
Si	2.7345	0	0.6835
Si	8.2035	0	0.6835
Si	0	2.7345	0.6835
Si	5.469	2.7345	0.6835
Si	2.7345	5.469	0.6835
Si	8.2035	5.469	0.6835
Si	0	8.2035	0.6835
Si	5.469	8.2035	0.6835
Si	4.0827	1.3853	2.0641
Si	9.5864	1.3569	2.0401
Si	1.3603	4.1243	2.0576
Si	6.815	4.1422	2.039
Si	4.0942	6.8416	2.0401
Si	9.5651	6.8523	2.0577
Si	1.3625	9.5981	2.0531
Si	6.8314	9.6151	2.0475
Si	0.0255	0.0368	3.4591
Si	5.4758	0.0467	3.4279
Si	2.7166	2.7708	3.4425
Si	8.235	2.7897	3.3239
Si	0.0252	5.5217	3.4328
Si	5.4673	5.5243	3.437
Si	2.7472	8.2363	3.3837
Si	8.2368	8.292	3.4027
Si	1.3413	1.4389	4.8664
Si	6.8779	1.4897	4.7027
Si	4.0769	4.1511	4.7994
Si	9.5757	4.1207	4.7299
Si	1.3704	6.9471	4.7966
Si	6.8213	7.0001	4.7414
Si	4.1067	9.5805	4.7639
Si	9.6366	9.5954	4.8485
Si	2.7662	0.01	6.1148
Si	8.2537	0.1418	6.0437
Si	-0.0806	2.8157	6.253
Si	5.5375	2.8309	6.1207
Si	2.7155	5.5754	6.1405
Si	8.2613	5.6267	5.9487
Si	0.1106	8.2926	6.3195
Si	5.482	8.3189	6.2301
Si	4.4052	1.1706	7.3529
As	9.7304	1.1352	7.7014
Si	1.1275	4.471	7.4948
Si	6.6571	4.5907	7.2717
Si	4.2731	6.7192	7.5356
Si	9.7555	6.6461	7.4855
As	1.2701	10.0127	7.8175
Si	6.718	9.9805	7.4313
O	9.5902	1.239	23.9899
O	4.112	6.8038	23.9527
O	4.0198	1.242	24.0367
O	9.5455	6.7046	23.9035
O	-0.0426	5.5438	8.0113
O	5.5475	0.112	7.9272
O	5.4767	5.6199	7.7874
O	7.5438	4.3022	8.6148
O	8.7832	7.1096	8.7506
O	2.4938	9.4935	9.1005
O	8.3546	1.785	8.7654
O	7.6188	9.4915	8.7275
O	3.5996	1.8254	8.6205
O	3.6417	7.135	9.017
O	1.9952	3.9559	8.8067
O	8.147	3.4917	23.3736
O	0.4578	4.9365	22.958
O	1.9112	2.749	23.2562
O	5.8383	4.9106	23.1243
O	5.5305	9.989	23.5118
O	2.4543	8.692	23.0336
O	0.1966	10.0649	23.0969
O	7.7947	8.574	23.0859
Si	8.6709	7.6878	18.4567
Si	8.8222	6.3464	13.6122
Si	3.8161	1.5478	14.7529
Si	2.143	5.7404	17.6457
Si	2.4222	3.1372	19.5024
Si	9.8737	9.039	12.0842
Si	1.3388	9.418	22.09
Si	9.2255	0.9682	13.2393
Si	1.4123	5.0582	13.0388
Si	1.8451	8.2439	12.8371
Si	6.6582	9.551	22.4384
Si	4.5423	4.6073	15.7423
Si	8.0822	3.1455	9.6047
Si	0.8497	8.2396	19.2788
Si	6.9606	1.348	21.1062
Si	8.2831	8.3539	9.6894
Si	10.9026	5.1888	15.6153
Si	7.595	9.5038	16.3451
Si	9.9414	2.055	20.3153
Si	3.3637	8.451	9.983
Si	6.7099	3.3365	17.4275
Si	1.1739	0.2044	19.8169
Si	3.2055	2.8165	12.3261
Si	7.2314	5.383	19.6979
Si	5.8683	8.6857	11.6126
Si	5.8033	6.1154	13.2653
Si	4.6581	9.7	17.6472
Si	1.0305	3.5991	22.1852
Si	4.9069	1.4796	18.8157
Si	3.1494	3.0776	9.5402
Si	6.4999	10.8532	13.8234
Si	10.3856	0.1126	16.0088
Si	5.5812	3.7392	11.1953
Si	9.8576	3.8762	11.8953
Si	2.3757	9.9187	15.5724
Si	6.0908	8.1094	19.8184
Si	6.9441	3.9711	22.3868
Si	9.7689	2.7735	17.3887
O	7.2435	6.3598	14.0002
O	1.8868	7.0499	18.6939
O	10.2945	4.0335	16.5449
O	6.1932	9.9622	17.0863
O	10.2031	0.699	14.5055
O	8.4562	6.1042	18.866
O	5.2045	0.7158	14.4395
O	5.7265	2.0473	17.5339
O	8.3576	1.9396	20.5695
O	1.9892	4.289	18.4149
O	6.906	2.9274	10.718
O	4.8385	2.7437	12.2497
O	6.0475	4.3897	16.3714
O	4.483	3.9639	9.9693
O	10.6997	2.768	21.5744
O	9.749	6.1398	14.9526
O	6.0201	6.4738	19.8553
O	4.0957	0.161	18.3041
O	9.3051	10.5522	12.3211
O	2.8444	4.3645	12.7296
O	1.9203	10.7002	21.224
O	4.001	2.7187	19.3933
O	0.7662	10.0402	16.002
O	1.2833	9.797	18.8528
O	1.7214	1.6574	19.2863
O	8.9731	10.3846	16.529
O	4.8916	8.5713	18.8092
O	9.6392	8.8155	10.4784
O	6.7602	4.0701	18.8787
O	2.8366	1.7181	13.4418
O	5.8375	8.7617	21.2803
O	2.5085	2.4399	10.905
O	7.6334	4.8457	21.1871
O	5.2979	7.5616	12.6708
O	0.5018	9.0709	12.4672
O	7.6404	1.0829	13.6365
O	7.1341	9.6524	14.7762
O	8.9768	5.0285	12.6487
O	8.1088	8.0342	16.9297
O	6.2224	2.5722	21.9151
O	2.4815	9.0589	14.1425
O	0.4276	4.5043	11.8579
O	0.8226	8.3111	20.9504
O	9.422	3.7057	10.3389
O	9.7128	2.3867	12.5803
O	7.6364	8.5488	19.4153
O	2.6761	8.1254	11.4362
O	3.9917	3.0696	15.3938
O	0.8332	4.4638	14.443
O	10.0617	3.0018	18.9805
O	9.2095	7.7929	12.9341
O	10.5216	0.5339	20.0924
O	5.9447	5.1269	11.9612
O	8.1684	2.7298	17.0372
O	3.5521	5.4771	16.7689
O	4.8143	9.0662	10.4241
O	1.5223	6.6761	13.2124
O	4.7743	5.529	14.4001
O	2.0557	3.8507	20.932
O	10.5742	1.409	16.986
O	0.9638	6.0577	16.5583
O	7.344	10.9476	21.9484
O	5.9421	0.9114	19.9316
O	6.1599	10.0812	12.4197
O	2.8916	0.5378	15.6288
O	7.1736	8.02	10.8521
O	10.2549	8.0061	18.7061
O	3.4754	9.1871	16.6009

Results
free energy: -145396.751 eV
free energy less fixed offsets of As -4857.07, O -569.03, Si -635.61 eV per atom: -0.361 eV

Forces (eV/angstrom), in the order of the atoms: element, x, y, z
Si	-0.006	0.0024	-0.0226
Si	-0.0235	-0.0099	-0.0162
Si	0.0086	-0.0063	-0.0233
Si	0.0175	0.0092	-0.0133
Si	-0.0139	-0.0127	-0.0253
Si	-0.002	-0.0037	-0.0231
Si	0.0205	0.0087	-0.0283
Si	0.0079	0.0067	-0.0312
Si	-0.0167	-0.0034	-0.0136
Si	0.0043	-0.0108	0.0032
Si	0.0112	-0.0029	-0.0119
Si	0.0136	0.0207	-0.0069
Si	0.004	-0.0095	0.0217
Si	0.008	0.0219	0.0172
Si	-0.0345	0.0022	-0.022
Si	0.0128	0.0035	0.0003
Si	-0.0062	0.0128	0.0075
Si	0.0046	-0.0025	-0.0056
Si	-0.0078	0.0011	0.0018
Si	0.0044	0	-0.005
Si	0.003	-0.0043	0.0008
Si	0.0002	0.0184	-0.0098
Si	0.0172	-0.0003	-0.0029
Si	0.0063	-0.0131	-0.009
Si	0.004	0.0131	-0.0225
Si	-0.0093	-0.0076	-0.0126
Si	-0.0028	-0.0005	-0.0236
Si	-0.009	-0.0077	-0.0156
Si	-0.012	-0.0069	-0.006
Si	-0.0012	0.003	0.0015
Si	-0.0135	-0.0143	-0.0265
Si	-0.0074	-0.0002	-0.017
Si	-0.0057	0.0142	-0.0081
Si	-0.005	0.0041	0.0048
Si	0.0103	-0.0094	0.0046
Si	0.0141	-0.0116	0.0045
Si	-0.0051	0.0098	0.0009
Si	-0.0009	0.006	0.0029
Si	0.0136	-0.0115	-0.0033
Si	0.0123	-0.0089	0.0023
Si	0.0497	-0.0033	-0.0562
Si	0.0408	-0.0459	0.0146
Si	0.0878	-0.0794	0.0867
Si	-0.0579	-0.1037	-0.0432
Si	0.009	-0.1867	0.0688
Si	0.0481	-0.0389	-0.1069
Si	-0.012	-0.0523	0.0027
Si	-0.1467	-0.1233	0.1512
Si	-0.041	0.0766	-0.0134
Si	-0.0151	0.0417	-0.1509
Si	0.0885	0.0626	0.0049
Si	-0.1006	0.123	0.0746
Si	-0.0485	-0.0645	-0.0614
Si	-0.0517	0.156	-0.0532
Si	0.0085	0.1348	0.0539
Si	0.0931	0.1097	0.0601
Si	-0.0012	-0.0024	-0.0063
Si	0.0078	-0.0072	-0.0022
Si	-0.0071	0.0026	-0.0055
Si	-0.0127	0.0125	-0.0005
Si	0.0031	-0.0064	-0.0035
Si	0.0045	-0.0028	-0.0026
Si	-0.0125	0.0113	-0.0084
Si	-0.0032	0.0036	-0.0091
Si	0.0084	0.0008	0.006
Si	0.0073	-0.0009	0.0113
Si	0.0095	0.0083	0.0128
Si	0.009	-0.0042	0.0388
Si	0.0119	0.0054	-0.0089
Si	0.0005	0.0016	0.03
Si	-0.0094	0.0061	0.0376
Si	-0.0021	0.0016	0.0132
Si	-0.0224	0.0022	0.0085
Si	-0.0227	0.0136	0.0101
Si	0.0022	-0.0015	-0.0116
Si	0.0101	-0.0139	0.0027
Si	0.0014	-0.0114	-0.0033
Si	-0.0239	0.015	-0.0209
Si	0.0283	-0.0282	-0.0076
Si	0.0138	-0.007	0.01
Si	-0.0567	-0.0495	0.0362
Si	0.0452	0.0399	0.0264
Si	-0.0291	-0.0277	-0.0104
Si	0.0112	-0.0114	-0.0016
Si	-0.0132	0.0206	0.0147
Si	0.0167	-0.0154	0.0342
Si	0.0368	0.0296	-0.0065
Si	-0.0068	0.0172	0.002
Si	0.0176	0.013	0.0446
As	-0.0277	-0.0079	-0.0449
Si	0.0085	0.0264	0.0308
Si	0.0025	0.0104	0.0348
Si	-0.0006	-0.0222	0.0265
Si	-0.0315	-0.0421	0.0317
As	0.0163	0.0207	-0.0389
Si	0.0006	0.0025	0.0356
O	0.0031	-0.0064	-0.0313
O	-0.0098	0.012	-0.0266
O	-0.0045	-0.0021	-0.0304
O	0.0062	-0.0013	-0.0226
O	0.0013	0.0029	0.0219
O	0.0034	-0.007	0.0216
O	0.0066	0.0097	0.0357
O	-0.0192	-0.0276	-0.0023
O	0.018	0.0171	-0.0016
O	0.0057	-0.0393	0.0002
O	0.0067	0.0588	0.0241
O	-0.025	-0.0279	0.0128
O	0.0201	0.0167	0.0067
O	0.015	0.0225	-0.0125
O	0.0015	-0.0127	0.0023
O	-0.0272	-0.0297	-0.0198
O	-0.0156	-0.0062	0.015
O	0.0101	0.0152	-0.0052
O	0.0081	0.0038	0.0028
O	0.0306	0.0293	-0.0138
O	-0.0101	-0.0175	0.0127
O	0.0176	0.016	0.0052
O	-0.0069	-0.0103	0.0073
Si	0.0001	-0.0013	-0.0015
Si	-0.0048	-0.0003	0.0137
Si	-0.0046	-0.0017	0.0029
Si	0.0037	0.0025	-0.0065
Si	0.0069	0.0071	0.0052
Si	0.0026	-0.0005	-0.0053
Si	-0.0031	0.0061	-0.0008
Si	0.0017	0.0012	0.0005
Si	0.0008	-0.0026	0.0002
Si	0.001	0.0017	0.0052
Si	-0.0074	0.0137	0.0086
Si	0.0009	0.0036	0.0007
Si	-0.0014	-0.0043	-0.0248
Si	-0.004	-0.0033	0.0017
Si	-0.0028	0.0001	0.009
Si	-0.003	-0.0033	-0.0103
Si	-0.0002	0.0034	0.0026
Si	0.0008	-0.0043	-0.0013
Si	-0.0035	0.001	0.0022
Si	0.0136	-0.0148	0.0027
Si	-0.0002	-0.0016	-0.0013
Si	-0.0042	-0.0033	0.0076
Si	-0.0023	-0.004	-0.0025
Si	0.0034	-0.0019	0.0056
Si	0.0033	0.0013	-0.0003
Si	-0.0007	0.001	0.0022
Si	-0.008	-0.0005	0.0079
Si	0.0067	-0.0061	0.0059
Si	0.0016	-0.0007	0.0025
Si	0.0053	0.0008	-0.0063
Si	0.0003	0.0008	-0.0008
Si	0.006	0.0091	-0.0011
Si	0.0018	-0.0028	-0.0037
Si	0.0011	-0.0002	-0.0149
Si	0.0041	-0.001	-0.0024
Si	-0.0075	0.0004	0.0072
Si	0.0002	-0.0097	0.0072
Si	0.0013	0.0001	0.0027
O	-0.0058	-0.0003	-0.0197
O	-0.0138	0.0068	0.0057
O	0.0098	-0.0007	0
O	0	-0.0062	0.0027
O	-0.0166	-0.0055	0.0071
O	-0.027	0.0179	0.0093
O	-0.0036	-0.0055	-0.0055
O	0.0024	0.0072	0.0279
O	-0.0019	-0.0048	0.0044
O	-0.0009	0.0009	0.0112
O	-0.0034	0.0197	-0.0066
O	-0.0131	0.0277	-0.0206
O	-0.0174	-0.0163	0.0075
O	-0.0144	-0.0328	0.0241
O	0.0099	0.0018	-0.016
O	0.005	-0.0176	-0.0201
O	0.0343	0.0076	-0.0065
O	0.0235	-0.021	-0.0064
O	0.0105	0.0049	0.0199
O	-0.0135	-0.0187	-0.0032
O	-0.0306	-0.0199	-0.0117
O	0.0052	-0.0049	-0.0093
O	-0.009	-0.0011	-0.0059
O	-0.0006	-0.0057	0.0253
O	-0.0051	0.0038	-0.003
O	0.0004	0.0016	-0.0193
O	0.0069	0.0133	0.0028
O	-0.0147	-0.0076	0.0191
O	0.0051	0.0037	-0.0162
O	0.014	0.0184	-0.0061
O	0.022	-0.0037	-0.0118
O	0.0321	0.0263	0.0087
O	-0.0219	0.0012	-0.0012
O	0.0286	-0.0013	-0.0086
O	-0.0039	-0.0208	0.0008
O	0.0061	-0.0248	0.0041
O	0.0089	0.0261	-0.0046
O	0.0227	-0.0002	0.0082
O	-0.0036	0.0038	0.0164
O	0.0217	0.008	-0.0114
O	-0.0142	-0.0038	0.0064
O	-0.0007	-0.0003	0.0206
O	0.015	0.0231	-0.0089
O	-0.0193	-0.0083	0.0229
O	-0.0196	0.0016	-0.0029
O	-0.0039	-0.0294	-0.0094
O	-0.009	0.0092	-0.0162
O	0.0007	0.0053	-0.0164
O	-0.0045	0.0267	-0.0014
O	-0.0041	-0.0126	-0.008
O	0.0025	-0.0056	-0.0114
O	0.0122	0.0173	0.0028
O	-0.0056	-0.0085	0.014
O	0.0003	0.0098	0.0192
O	0	-0.0068	-0.0134
O	0.001	-0.0174	0.0053
O	0.002	0.0009	-0.0045
O	0.0148	-0.0035	-0.0001
O	-0.0123	-0.0155	-0.0066
O	-0.0118	0.0073	-0.0055
O	0.0037	-0.0215	-0.0101
O	-0.0128	-0.0111	-0.012
O	0.0049	0.0191	-0.0036
O	0.0009	-0.0095	0.0112
O	0.0081	0.0008	-0.0023
O	-0.0111	0.02	-0.0042
O	0.009	0.0003	0.0095
O	0.0052	0.0147	0.0014

The program warned: the cutoff lies below the one the program advises for these potential files; the exchange-correlation potential is rough where the density is thin.
